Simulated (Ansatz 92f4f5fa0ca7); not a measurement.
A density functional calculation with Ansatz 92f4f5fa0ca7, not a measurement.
Periodic cell of 221 atoms, Si132O88H1, from a study of silicon, its oxide and their interface. The atomic structure is a simulated model.
Doubt: the cutoff is far below the 930 eV that the study's wrapper takes by default for these files, so forces and energies are approximate.
This geometry differs little from another in the collection (a relaxation step or a small displacement).

Settings: functional PBE; potential files Ansatz PAW; basis plane waves; wave-function cutoff 580 eV; density cutoff ratio 5; exchange-correlation grid ratio 1; k mesh 1 x 1 x 1, Gamma-centred; self-consistency stop 5e-08 eV per atom in the density residual; occupations fixed; spin none; net charge +1 e, with a uniform compensating background and no finite-size correction.

Cell vectors (angstrom)
a, 10.938, 0, 0
b, 0, 10.938, 0
c, 0, 0, 32.5393

Atoms: element, x, y, z (angstrom)
Si, -0.2677, 0.293, 25.142
Si, 5.6579, -0.2817, 25.1326
Si, 2.3632, 2.9951, 25.0652
Si, 8.4543, 2.5196, 25.1055
Si, 0.1242, 5.2438, 24.9333
Si, 5.2132, 5.7876, 25.0792
Si, 2.968, 8.0111, 25.0272
Si, 7.8947, 8.4351, 25.0748
Si, 1.3001, 1.4307, 26.4562
Si, 6.8157, 1.3704, 26.3662
Si, 4.0432, 4.1324, 26.3112
Si, 9.5704, 4.1228, 26.397
Si, 1.3184, 6.8402, 26.2718
Si, 6.7822, 6.8787, 26.4366
Si, 4.0749, 9.5441, 26.4415
Si, 9.5215, 9.5819, 26.3656
Si, 2.7097, 0.0259, 27.7504
Si, 8.1816, 0.0136, 27.7679
Si, -0.0343, 2.7796, 27.8164
Si, 5.4341, 2.7621, 27.7081
Si, 2.6965, 5.495, 27.7237
Si, 8.1836, 5.4881, 27.7434
Si, -0.0131, 8.2089, 27.706
Si, 5.4449, 8.22, 27.821
Si, 4.1018, 1.3673, 29.121
Si, 9.5708, 1.3673, 29.121
Si, 1.3673, 4.1018, 29.121
Si, 6.8362, 4.1018, 29.121
Si, 4.1018, 6.8362, 29.121
Si, 9.5708, 6.8362, 29.121
Si, 1.3673, 9.5708, 29.121
Si, 6.8362, 9.5708, 29.121
Si, 0, 0, 30.4883
Si, 5.469, 0, 30.4883
Si, 2.7345, 2.7345, 30.4883
Si, 8.2035, 2.7345, 30.4883
Si, 0, 5.469, 30.4883
Si, 5.469, 5.469, 30.4883
Si, 2.7345, 8.2035, 30.4883
Si, 8.2035, 8.2035, 30.4883
Si, 1.3673, 1.3673, 31.8555
Si, 6.8362, 1.3673, 31.8555
Si, 4.1018, 4.1018, 31.8555
Si, 9.5708, 4.1018, 31.8555
Si, 1.3673, 6.8362, 31.8555
Si, 6.8362, 6.8362, 31.8555
Si, 4.1018, 9.5708, 31.8555
Si, 9.5708, 9.5708, 31.8555
Si, 2.7345, 0, 0.6835
Si, 8.2035, 0, 0.6835
Si, 0, 2.7345, 0.6835
Si, 5.469, 2.7345, 0.6835
Si, 2.7345, 5.469, 0.6835
Si, 8.2035, 5.469, 0.6835
Si, 0, 8.2035, 0.6835
Si, 5.469, 8.2035, 0.6835
Si, 4.1018, 1.3673, 2.0507
Si, 9.5708, 1.3673, 2.0507
Si, 1.3673, 4.1018, 2.0507
Si, 6.8362, 4.1018, 2.0507
Si, 4.1018, 6.8362, 2.0507
Si, 9.5708, 6.8362, 2.0507
Si, 1.3673, 9.5708, 2.0507
Si, 6.8362, 9.5708, 2.0507
Si, 0, 0, 3.418
Si, 5.469, 0, 3.418
Si, 2.7345, 2.7345, 3.418
Si, 8.2035, 2.7345, 3.418
Si, 0, 5.469, 3.418
Si, 5.469, 5.469, 3.418
Si, 2.7345, 8.2035, 3.418
Si, 8.2035, 8.2035, 3.418
Si, 1.4341, 1.2965, 4.7816
Si, 6.8678, 1.3618, 4.8574
Si, 4.1741, 4.0373, 4.7887
Si, 9.5868, 4.0684, 4.7689
Si, 1.4043, 6.799, 4.7427
Si, 6.7787, 6.867, 4.7317
Si, 4.1235, 9.562, 4.8268
Si, 9.5602, 9.6187, 4.7442
Si, 2.8198, -0.0239, 6.2692
Si, 8.2666, 0.0192, 6.2503
Si, 0.0434, 2.6693, 6.0901
Si, 5.5752, 2.7459, 6.3121
Si, 2.7617, 5.4026, 6.0821
Si, 8.1617, 5.4825, 6.0004
Si, 0.0459, 8.2356, 5.9828
Si, 5.4609, 8.1911, 6.2279
Si, 3.9342, 1.6338, 7.6153
Si, 10.0135, 1.0881, 7.5205
Si, 1.6154, 3.8004, 7.3729
Si, 6.7278, 4.4717, 7.561
Si, 4.2874, 6.5155, 7.4454
Si, 9.3565, 7.0845, 7.1505
Si, 1.1951, 9.6455, 7.4428
Si, 7.1511, 9.2827, 7.4826
O, 1.2693, 4.1163, 24.4776
O, 6.7853, 9.5696, 24.57
O, 2.7486, 2.7328, 7.9237
O, 8.3026, 8.1501, 7.873
O, 5.4964, 5.499, 7.9782
O, 0.1012, -0.1521, 7.9231
O, 4.0951, 6.8925, 24.5254
O, 9.5554, 1.3929, 24.5689
O, 1.6573, 8.8341, 8.8205
O, 0.9161, 4.2697, 8.7907
O, 9.8218, 1.7946, 9.0343
O, 6.6066, 9.8405, 8.9578
O, 4.4804, 1.2538, 9.1451
O, 3.4614, 6.8857, 8.8403
O, 7.5508, 4.1808, 8.9995
O, 10.0596, 6.2144, 8.3337
O, 2.8946, 2.1514, 23.7432
O, 4.8361, 0.2556, 23.8057
O, 7.9103, 3.3092, 23.7571
O, 10.2927, 5.7763, 23.5382
O, 8.4191, 7.692, 23.6928
O, 2.4248, 8.7594, 23.6453
O, 6.0344, 5.2664, 23.7371
O, 0.521, 10.6443, 23.8233
Si, 3.135, 9.2703, 11.9144
Si, 8.208, 4.779, 10.3655
Si, 7.0464, 4.7547, 17.4804
Si, 4.2845, 1.6061, 23.1026
Si, 12.3533, 3.3124, 19.238
Si, 7.9551, -2.965, 14.5102
Si, 1.0767, 9.3783, 22.9786
Si, 4.0257, 12.9121, 20.0912
Si, -2.3647, 2.9644, 12.6489
Si, -3.9416, 14.2038, 20.1407
Si, 1.0852, -4.5819, 18.5193
Si, 0.8096, 11.1624, 12.4617
Si, 10.2719, 9.7923, 14.8706
Si, -6.044, 3.1528, 16.0283
Si, 7.143, 10.2492, 10.4381
Si, 0.6348, 17.6782, 15.4852
Si, -1.403, 4.1961, 15.428
Si, 0.0043, 5.436, 9.4236
Si, 5.0098, 7.489, 13.4532
Si, 6.5478, 3.876, 23.0771
Si, 7.4364, 7.6826, 17.3785
Si, 9.7885, 1.0931, 10.5064
Si, 2.1504, 11.618, 18.1771
Si, 9.7568, 1.8888, 19.7608
Si, 4.5727, 0.7968, 10.6924
Si, 2.9886, 2.2171, 12.9907
Si, 2.2076, 7.5387, 9.6433
Si, 5.871, 9.6402, 15.6089
Si, 3.1392, 5.0576, 14.3814
Si, 9.69, 7.1408, 22.8434
Si, 11.2616, 10.2364, 20.2354
Si, 7.3177, -3.6022, 11.7397
Si, -1.4047, 7.5755, 19.784
Si, 3.5842, 0.5572, 15.7366
Si, 9.5869, 12.3686, 16.5678
Si, 7.0381, 1.5187, 14.7646
O, 4.3081, 9.9992, 15.7763
O, 10.1814, -0.0709, 16.1366
O, 8.5814, 0.0236, 10.434
O, 0.1335, 8.3038, 15.0374
O, 4.3303, -4.7645, 14.1023
O, 2.8117, 14.0531, 20.1045
O, 1.8311, 6.0311, 14.5758
O, -1.7775, 14.8419, 13.8564
O, -2.9015, 1.5658, 16.0449
O, -1.0903, 4.777, 10.4438
O, 10.4721, -4.4467, 19.0107
O, 8.3139, 7.3916, 15.9899
O, -3.1913, 1.7268, 13.3274
O, 3.4038, 12.1598, 14.258
O, 1.3487, 9.9127, 21.4561
O, 8.1771, 7.1014, 13.1609
O, 8.2648, 2.2349, 20.3367
O, 10.2659, 9.0033, 19.9303
O, 4.05, 1.2518, 21.538
O, -3.596, 8.9047, 11.3619
O, 6.8135, 4.1409, 21.4935
O, 8.2569, 7.8734, 18.7622
O, 12.163, 10.4981, 18.8979
O, 6.5475, 6.3253, 17.5097
O, -2.7237, 4.5018, 16.365
O, 9.6551, 2.2195, 11.6873
O, 10.711, 10.7816, 13.6577
O, 5.9164, 2.725, 14.8106
O, 6.4436, 10.9355, 14.8386
O, -0.5228, 16.5146, 15.4588
O, -2.2101, -1.5507, 14.4337
O, 4.0154, 1.9309, 11.7474
O, -7.3733, 11.7573, 19.0063
O, 2.7899, 7.9239, 11.1181
O, 5.777, 6.9561, 12.1406
O, 2.0865, -3.7541, 19.5075
O, 6.1949, 8.2724, 14.525
O, 9.1834, 6.9803, 21.2713
O, 1.4749, 12.6498, 12.6513
O, -0.0562, 8.2293, 22.9029
O, 6.5517, 9.0517, 16.9898
O, -3.4392, 4.2955, 18.9667
O, 2.259, 0.2147, 16.6079
O, -0.0492, 3.0847, 19.9723
O, 1.4527, 4.776, 18.5575
O, 3.7438, 10.3422, 10.87
O, 5.39, 2.7693, 23.2889
O, 3.6679, 4.1732, 15.6568
O, 5.5479, 13.4826, 19.7843
O, -3.2627, 3.9147, 11.661
O, 4.0953, 8.7879, 13.1584
O, 6.1029, 0.3896, 11.0912
O, 9.5779, 1.486, 18.1814
O, -0.6467, 13.7603, 15.9806
O, 4.3816, 1.708, 16.5924
O, 1.4635, 13.0922, 18.0815
O, 5.7183, -7.0446, 17.1808
O, 1.0172, 6.5184, 10.085
O, 1.2226, 6.9235, 16.9891
O, 1.8674, 9.9459, 12.6391
O, 7.7781, 6.3571, 10.5605
O, 11.1034, 0.2196, 10.9647
O, 10.3247, 11.5297, 20.5702
O, 2.95, 3.8551, 13.2539
H, 2.5993, -3.0156, 19.1235

Results
free energy: -133981.820 eV
free energy less fixed offsets of H -15.97, O -568.88, Si -635.61 eV per atom: -3.890 eV

Forces (eV/angstrom), in the order of the atoms: element, x, y, z
Si, -0.0788, 0.1126, -0.1508
Si, 0.0796, -0.1212, -0.1054
Si, -0.1281, 0.09, -0.1462
Si, 0.0949, -0.0673, -0.0878
Si, 0.0608, -0.1042, -0.0966
Si, -0.0807, 0.1266, -0.1445
Si, 0.1101, -0.0795, -0.1022
Si, -0.1314, 0.0832, -0.1506
Si, -0.0247, 0.0169, 0.0448
Si, 0.0254, -0.0259, 0.0141
Si, -0.0188, 0.0201, 0.0273
Si, 0.0329, -0.0315, 0.0336
Si, 0.0265, -0.0312, 0.0019
Si, -0.025, 0.0276, 0.0539
Si, 0.0294, -0.0323, 0.0335
Si, -0.0298, 0.0187, 0.0346
Si, 0.0049, -0.0097, -0.002
Si, -0.0064, 0.0033, -0.0297
Si, -0.0088, 0.0149, -0.0146
Si, 0.0113, -0.0065, -0.0085
Si, -0.0041, 0.0091, -0.0127
Si, 0.009, -0.002, -0.0082
Si, 0.0027, 0.0027, -0.0134
Si, -0.0017, 0.0032, -0.0176
Si, 0.0084, 0.1193, -0.1634
Si, -0.1755, 0.0064, 0.2507
Si, 0.0893, 0.2687, 0.2211
Si, -0.1279, -0.0081, -0.2258
Si, -0.2875, -0.1582, 0.1694
Si, 0.0342, 0.0603, -0.1996
Si, -0.1165, -0.0435, -0.2128
Si, 0.0078, 0.1507, 0.3338
Si, -0.0289, -0.0229, -0.0177
Si, 0.0831, -0.0171, 0.0032
Si, 0.0246, 0.0395, -0.019
Si, -0.0163, -0.1172, 0.003
Si, 0.0762, 0.0015, -0.0071
Si, -0.0639, -0.046, -0.0138
Si, 0.0213, -0.069, -0.0029
Si, 0.0203, 0.0324, -0.0199
Si, -0.0018, 0.0053, -0.0202
Si, -0.0286, 0.0685, -0.0051
Si, 0.0186, -0.0195, 0.0011
Si, 0.0131, 0.0637, -0.0375
Si, -0.0876, 0.0064, -0.0203
Si, 0.0065, 0.0234, -0.0253
Si, -0.0445, 0.0202, -0.0282
Si, -0.0131, -0.0084, -0.0067
Si, 0.0447, -0.0412, 0.0278
Si, -0.0003, -0.0112, 0.0099
Si, -0.0228, -0.0274, 0.0126
Si, 0.022, -0.0395, 0.0278
Si, 0.0032, 0.0436, 0.0021
Si, 0.0058, -0.0435, 0.0238
Si, 0.0655, -0.0155, 0.0203
Si, -0.0002, -0.0052, 0.0175
Si, -0.0511, 0.0802, 0.0008
Si, 0.0583, 0.0422, -0.0015
Si, -0.0227, 0.0329, 0.0122
Si, -0.0161, 0.0572, 0.0206
Si, -0.0266, -0.0569, -0.021
Si, -0.0241, 0.0195, 0.0267
Si, -0.0907, 0.0085, 0.0094
Si, 0.0696, 0.0067, -0.0134
Si, 0.1973, 0.1083, -0.33
Si, 0.1441, 0.0496, 0.4148
Si, 0.2834, -0.2774, 0.0101
Si, -0.0658, -0.2028, 0.0725
Si, 0.0044, -0.1922, -0.1473
Si, -0.2097, -0.1216, -0.3208
Si, 0.2521, 0.0853, 0.0115
Si, -0.1273, 0.1973, -0.1825
Si, 0.0179, 0.0209, -0.0081
Si, -0.0083, 0.0101, 0.0244
Si, 0.0377, -0.0302, 0.0306
Si, -0.0226, -0.0009, 0.0086
Si, 0.0063, -0.0049, 0.0107
Si, 0.0044, 0.0132, 0.0526
Si, -0.0009, 0.0059, 0.0361
Si, -0.0445, -0.034, 0.004
Si, 0.0065, 0.0151, -0.0272
Si, 0.0184, 0.0035, -0.0187
Si, 0.0242, 0.0048, -0.0687
Si, -0.03, 0.0533, -0.0302
Si, -0.0073, -0.0263, -0.0137
Si, -0.0269, 0.0304, -0.039
Si, -0.0123, 0.0155, 0.01
Si, 0.0156, -0.0162, -0.0662
Si, -0.0122, 0.0194, 0.1265
Si, -0.0163, -0.026, 0.2251
Si, 0.0827, -0.1044, 0.2039
Si, -0.0263, 0.0149, 0.1068
Si, 0.119, -0.0947, 0.3576
Si, -0.0787, 0.0173, 0.111
Si, 0.0192, 0.0465, 0.1024
Si, 0.0637, -0.0176, 0.1185
O, 0.0213, -0.0163, 0.0946
O, 0.0166, 0.0039, 0.1101
O, -0.0576, 0.0501, -0.0847
O, 0.0392, -0.0263, -0.0689
O, -0.1415, 0.1037, -0.0457
O, -0.0195, -0.0029, -0.0653
O, 0.0057, -0.0214, 0.1089
O, 0.0161, -0.0264, 0.1294
O, -0.005, 0.0376, -0.0168
O, 0.044, -0.027, -0.1127
O, -0.0004, -0.0515, -0.123
O, 0.0043, -0.0623, -0.0531
O, -0.0197, 0.0134, -0.1079
O, -0.0199, 0.0533, -0.1435
O, -0.0736, 0.0056, -0.0965
O, -0.0156, 0.047, -0.002
O, -0.0095, 0.0238, 0.0672
O, 0.0088, 0.0014, 0.0481
O, 0.001, -0.0091, 0.0384
O, 0.02, -0.0221, 0.0634
O, -0.0076, 0.0147, 0.0878
O, 0.0134, -0.0164, 0.06
O, -0.0134, -0.0045, 0.0674
O, -0.022, 0.0096, 0.0758
Si, -0.2666, 0.1211, -0.3194
Si, 0.0044, -0.0556, -0.0499
Si, 0.0341, -0.1175, 0.2263
Si, 0.0104, -0.0106, 0.015
Si, -0.0319, -0.0251, 0.1813
Si, 1.1656, -0.1603, 0.0117
Si, -0.0055, 0.0133, 0.0138
Si, -0.0037, 0.0456, 0.1057
Si, 0.0113, -0.0025, -0.1688
Si, 0.0196, -0.0557, 0.111
Si, 0.0225, -0.0183, 0.1989
Si, 0.0027, 0.0585, -0.1429
Si, 0.2648, 0.1212, 0.017
Si, 0.0123, -0.0182, 0.0767
Si, 0.2079, 0.1516, -0.1001
Si, 0.0471, -0.0144, 0.11
Si, 0.0092, -0.0952, 0.0077
Si, -0.0573, 0.0022, -0.0813
Si, -0.9941, -0.5039, -0.7823
Si, -0.0147, 0.0093, 0.0054
Si, 0.1008, -0.1943, 0.4249
Si, -0.0084, -0.0831, -0.0659
Si, -0.0515, 0.0103, 0.2251
Si, 0.0259, 0.001, 0.1857
Si, -0.0248, 0.0222, -0.0652
Si, -0.147, -0.0048, -0.1626
Si, 0.163, -0.0305, -0.063
Si, -0.1854, 0.7385, 0.6537
Si, -0.1579, -0.2114, -0.0262
Si, 0.0115, 0.042, 0.0489
Si, -0.0221, 0.0527, 0.1034
Si, 0.029, 0.0168, -0.4996
Si, 0.1319, -0.0061, 0.2094
Si, -0.2061, 0.2643, 0.0427
Si, 0.0564, 0.0366, 0.1691
Si, 0.1546, 0.2844, -0.0656
O, 0.252, -0.2853, -0.1041
O, -0.0344, -0.0588, -0.0752
O, -0.0936, -0.0966, 0.0781
O, -0.0783, 0.0312, -0.0255
O, 0.3565, 0.4736, 0.005
O, 0.0267, -0.0316, -0.0679
O, 0.0806, -0.0128, -0.023
O, -0.0105, 0.0224, 0.0549
O, -0.1022, -0.0447, -0.0734
O, 0.0464, 0.0243, 0.0389
O, -0.036, 0.0208, -0.0758
O, -0.3088, 0.1143, -0.3589
O, -0.0388, -0.039, 0.1114
O, 0.0551, -0.0415, 0.0735
O, 0.0178, -0.0288, 0.0148
O, -0.236, 0.1446, 0.3761
O, -0.0291, 0.0223, -0.0757
O, -0.0072, -0.0351, -0.0836
O, 0.0062, -0.0048, 0.0041
O, -0.0506, -0.049, 0.12
O, -0.005, 0.0046, 0.0095
O, -0.1107, 0.0274, -0.2504
O, 0.012, 0.0104, -0.0763
O, 0.0056, 0.1337, -0.1254
O, 0.0004, 0.0399, -0.0608
O, 0.0119, -0.0283, 0.0652
O, 0.0296, -0.0941, -0.0014
O, 0.0087, -0.0507, 0.017
O, -0.081, -0.4359, -0.0127
O, -0.0223, 0.0502, -0.0238
O, -0.4135, -0.177, -0.0155
O, -0.0034, -0.0275, 0.0725
O, 0.0124, 0.0007, -0.0714
O, 0.0042, 0.0854, 0.0163
O, 0.0589, 0.1651, 0.4318
O, 0.2293, 0.319, -0.3023
O, 0.0103, 0.047, 0.1435
O, 0.0047, -0.0222, -0.0268
O, 0.0844, -0.0282, 0.0972
O, -0.012, -0.0109, -0.0374
O, -0.1453, -0.0116, -0.4979
O, -0.0106, 0.0513, -0.1224
O, 0.1011, -0.0378, -0.1366
O, 0.0063, -0.0046, -0.0917
O, 0.0058, 0.029, -0.0812
O, -0.0401, -0.1451, 0.1669
O, 0.0078, 0.0039, -0.0401
O, -0.0042, 0.0493, -0.0356
O, -0.0125, 0.001, -0.0545
O, -0.0036, 0.0434, 0.0313
O, 0.4513, -0.2685, 0.3329
O, 0.0457, -0.0212, 0.0547
O, -0.0166, -0.0067, -0.1392
O, -0.0118, 0.0111, -0.0382
O, 0.0238, -0.061, -0.0548
O, 0.0124, -0.0007, -0.0786
O, -0.0143, 0.0028, -0.0818
O, -0.0019, -0.0167, 0.0567
O, -0.0052, 0.0205, -0.1072
O, 0.1502, -0.0421, -0.01
O, -0.0338, 0.0775, 0.1409
O, -0.0198, 0.0268, 0.1154
O, 0.0206, -0.0121, -0.0688
O, 0.0406, 0.0703, 0.1056
H, -0.2689, -0.3415, 0.2379

The program warned: the cutoff lies below the one the program advises for these potential files; the forces do not sum to zero within the program's tolerance; the exchange-correlation potential is rough where the density is thin.
